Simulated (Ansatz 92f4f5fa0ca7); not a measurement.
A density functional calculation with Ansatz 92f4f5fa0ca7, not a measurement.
Periodic cell of 222 atoms, Si131O89B2, from a study of silicon, its oxide and their interface. The atomic structure is a simulated model.
Doubt: the cutoff is far below the 930 eV that the study's wrapper takes by default for these files, so forces and energies are approximate.
This geometry differs little from another in the collection (a relaxation step or a small displacement).

Settings
functional: PBE
potential files: Ansatz PAW
basis: plane waves
wave-function cutoff: 580 eV
density cutoff ratio: 5
exchange-correlation grid ratio: 1
k mesh: 1 x 1 x 1, Gamma-centred
self-consistency stop: 5e-08 eV per atom in the density residual
occupations: fixed
spin: none
net charge: 0

Cell vectors (angstrom)
a	10.938	0	0
b	0	10.938	0
c	0	0	32.1988

Atoms: element, x, y, z (angstrom)
Si	10.6165	0.1768	24.7696
Si	5.7324	10.6304	24.7276
Si	2.5138	2.9415	24.6412
Si	8.4781	2.4645	24.7778
Si	0.4115	5.2978	24.6931
Si	5.2048	5.6897	24.8326
B	3.271	7.6996	25.2461
Si	7.9736	8.4317	24.7565
Si	1.3574	1.3489	25.966
Si	6.877	1.2889	26.0837
Si	4.0607	4.0576	26.0687
Si	9.6885	4.1101	25.99
Si	1.5554	6.8755	26.0431
Si	6.8393	6.8388	26.0719
Si	4.0891	9.4378	25.9814
Si	9.5155	9.5701	26.1393
Si	2.7488	-0.0426	27.3148
Si	8.19	-0.0265	27.5347
Si	0.0368	2.7115	27.4157
Si	5.487	2.6978	27.3829
Si	2.7511	5.427	27.4964
Si	8.2549	5.4407	27.3559
Si	0.0522	8.1788	27.3685
Si	5.4816	8.1855	27.4753
Si	4.0999	1.3296	28.7329
Si	9.5936	1.3692	28.8065
Si	1.3678	4.0665	28.8201
Si	6.8621	4.0874	28.7407
Si	4.1203	6.81	28.8276
Si	9.6055	6.8145	28.7435
Si	1.386	9.5689	28.7437
Si	6.8237	9.5462	28.8586
Si	0.0199	-0.0126	30.1438
Si	5.4563	0.001	30.1609
Si	2.7575	2.7047	30.1447
Si	8.2109	2.7327	30.1461
Si	0.0063	5.4567	30.152
Si	5.4999	5.4441	30.151
Si	2.7353	8.203	30.1436
Si	8.2333	8.1707	30.1497
Si	1.3673	1.3673	31.515
Si	6.8362	1.3673	31.515
Si	4.1018	4.1018	31.515
Si	9.5708	4.1018	31.515
Si	1.3673	6.8362	31.515
Si	6.8362	6.8362	31.515
Si	4.1018	9.5708	31.515
Si	9.5708	9.5708	31.515
Si	2.7345	0	0.6835
Si	8.2035	0	0.6835
Si	0	2.7345	0.6835
Si	5.469	2.7345	0.6835
Si	2.7345	5.469	0.6835
Si	8.2035	5.469	0.6835
Si	0	8.2035	0.6835
Si	5.469	8.2035	0.6835
Si	4.1176	1.3635	2.0542
Si	9.5629	1.3594	2.0501
Si	1.364	4.1249	2.0344
Si	6.844	4.0894	2.0565
Si	4.1017	6.8299	2.0517
Si	9.5744	6.8389	2.0505
Si	1.3788	9.5523	2.0498
Si	6.8245	9.5947	2.0471
Si	-0.0132	-0.031	3.3843
Si	5.4827	0.0158	3.4667
Si	2.7662	2.7881	3.3609
Si	8.184	2.7012	3.4446
Si	0.014	5.4843	3.4305
Si	5.4735	5.4653	3.4036
Si	2.7611	8.2099	3.4428
Si	8.1985	8.23	3.3758
Si	1.373	1.4042	4.6263
Si	6.8328	1.3586	4.9004
Si	4.1399	4.0942	4.7983
Si	9.5608	4.0949	4.7562
Si	1.3996	6.8426	4.8145
Si	6.8064	6.8976	4.7197
Si	4.1199	9.5866	4.8383
Si	9.5419	9.5606	4.7831
Si	2.7248	0.1215	6.0461
Si	8.1875	-0.0543	6.2576
Si	0.0039	2.682	6.0411
Si	5.4553	2.7325	6.2823
Si	2.7958	5.4864	6.1723
Si	8.1507	5.4927	6.0282
Si	-0.0075	8.1973	6.1473
Si	5.5043	8.227	6.2235
Si	3.8074	1.5846	7.5876
Si	9.8138	1.1473	7.4502
Si	1.6045	3.8147	7.303
Si	6.6246	4.4299	7.4617
Si	4.3793	6.6429	7.5431
Si	9.3356	6.9658	7.3909
Si	1.1196	9.9329	7.2807
Si	7.1292	9.2381	7.6543
O	8.2884	8.1073	7.915
O	2.6941	2.7525	7.9397
O	9.5474	1.3244	24.1909
O	4.0558	6.8809	24.4803
O	0.0096	0.0375	7.9539
O	5.5026	5.5211	8.0259
O	6.8663	9.5384	24.1955
O	1.444	4.1149	24.1387
O	3.8293	7.3911	8.9344
O	0.7969	4.3923	8.6003
O	9.7806	6.1792	8.7779
O	2.1071	9.3998	8.4768
O	7.487	3.9375	8.7789
O	4.2216	0.9388	9.0603
O	6.6719	9.5687	9.2013
O	9.1723	1.8564	8.7963
O	7.7285	3.2012	23.5118
O	10.7795	6.105	23.3726
O	5.1069	0.4204	23.3908
O	5.7675	5.0734	23.4138
O	3.1718	2.2565	23.2853
O	8.6659	7.7499	23.4261
O	0.2201	10.1554	23.5491
Si	4.4263	1.5833	22.4724
Si	3.4195	7.9732	14.0039
Si	7.0338	1.0066	14.661
B	0.2504	9.705	22.2513
Si	1.1164	4.333	11.8676
Si	6.1895	9.0043	15.3022
Si	0.5986	1.396	12.2811
Si	8.5856	5.0805	20.5317
Si	0.2941	5.7327	9.3445
Si	4.9832	3.1507	17.9397
Si	0.7871	3.8077	16.7132
Si	10.2913	2.9603	19.1844
Si	5.2318	1.2048	10.3355
Si	0.6985	0.2889	19.8289
Si	6.5836	9.4791	10.839
Si	9.2122	9.7418	18.2674
Si	9.326	9.271	12.5327
Si	6.5617	3.8911	22.6095
Si	2.41	8.0865	9.3659
Si	10.5007	7.4296	17.0626
Si	2.4184	6.3463	16.5587
Si	10.0945	4.5306	14.1582
Si	6.0164	9.2206	18.4951
Si	7.9265	2.5818	9.5595
Si	8.8014	2.1726	12.4382
Si	5.2307	6.2874	18.071
Si	3.8123	0.5894	19.4907
Si	4.2151	3.858	12.0382
Si	5.4684	6.6301	12.1243
Si	7.8964	2.5773	17.2138
Si	4.2663	2.5046	14.9589
Si	1.4415	1.2576	15.2525
Si	1.503	9.4428	12.0162
Si	7.9727	6.8919	13.8515
Si	10.2821	9.8767	15.4532
Si	9.8901	7.1715	22.5167
Si	8.0124	5.5708	17.4337
O	5.9817	7.9821	11.2747
O	5.8953	9.2195	16.8775
O	7.5966	1.4035	13.1882
O	0.8099	1.7799	13.8515
O	9.3308	6.3229	16.876
O	6.6773	6.2387	13.1356
O	5.0273	4.6939	18.6003
O	9.1168	2.2455	18.2612
O	2.2365	0.1097	19.2028
O	9.2644	10.2612	16.6964
O	2.7249	4.4474	11.6977
O	4.9383	10.3549	19.0797
O	9.3445	3.2796	13.4693
O	0.3644	1.8903	19.8797
O	3.0569	1.3905	15.0606
O	8.0826	5.5133	19.0542
O	3.7891	6.6382	17.3914
O	4.4682	3.3079	16.3806
O	8.9866	5.7087	14.2918
O	5.5114	2.7507	22.1145
O	10.5665	4.1869	15.6602
O	0.2264	3.978	18.2358
O	10.2762	10.6464	19.113
O	9.5766	10.0604	13.9824
O	10.7921	8.4185	21.9416
O	1.1004	2.2209	16.5189
O	9.6417	3.8417	20.3945
O	8.0139	4.116	16.7151
O	-0.1065	9.1192	11.87
O	6.469	2.4488	18.0003
O	5.5277	10.7377	11.1793
O	7.6304	9.636	18.8054
O	9.9497	1.0517	12.0483
O	1.2751	6.9827	9.0483
O	0.553	4.7941	13.3346
O	5.5853	7.6674	18.9907
O	5.1697	5.1098	11.5126
O	2.645	7.0456	15.1052
O	0.8352	2.7714	11.4508
O	0.7531	10.7373	15.5546
O	2.3533	8.6167	10.8965
O	4.6488	2.4535	11.2608
O	4.176	3.5302	13.6688
O	2.1041	4.74	16.4428
O	10.6204	8.2947	15.6737
O	6.872	10.3369	14.6876
O	2.2679	8.9937	13.4046
O	7.9368	1.6112	15.8936
O	4.0475	7.0249	12.8344
O	4.0495	2.0375	18.7213
O	7.2611	4.5866	21.3299
O	8.344	2.95	11.0865
O	1.0877	6.9178	17.3413
O	5.5554	1.591	14.755
O	8.0703	9.7831	11.553
O	9.2718	6.3681	21.2463
O	8.8795	7.7474	12.8315
O	1.5731	0.1504	11.8597
O	6.544	6.22	17.0784
O	7.3246	7.8438	15.0273
O	0.7577	10.548	21.3035
O	9.9499	8.2847	18.3316
O	3.9302	0.8782	21.0969
O	0.2879	5.3663	10.9154
O	6.6475	1.5899	9.6205
O	4.715	8.7554	14.6319

Results
free energy: -134206.420 eV
free energy less fixed offsets of B -154.04, O -568.88, Si -635.61 eV per atom: -3.110 eV

Forces (eV/angstrom), in the order of the atoms: element, x, y, z
Si	-0.0059	0.0107	0.0088
Si	-0.0118	0.0048	0.0159
Si	-0.0089	0.0115	-0.0159
Si	-0.0127	0.0122	0.0241
Si	-0.0067	-0.0005	0.0154
Si	-0.0181	0.0125	-0.0652
B	0.0084	-0.0383	-0.0212
Si	-0.0151	0.005	-0.0166
Si	-0.0036	0.0033	0.0057
Si	0.0028	-0.0043	-0.0074
Si	0.0029	-0.0003	0.0118
Si	0.005	-0.0032	-0.0082
Si	-0.0188	-0.0049	-0.0083
Si	-0.0002	0.0001	0.0139
Si	0.015	0.0462	0.0081
Si	-0.0052	-0.0003	0.0087
Si	0.0157	0.0036	-0.0089
Si	-0.0072	0.0009	0.0123
Si	0	0.0083	0.0068
Si	-0.0039	0.0027	-0.0036
Si	-0.0031	-0.0059	0.0121
Si	-0.0005	-0.0008	-0.0024
Si	-0.0091	-0.0169	-0.0012
Si	0.003	0.0047	0.0135
Si	-0.0066	0.0045	0.0145
Si	-0.0063	0.0023	-0.0095
Si	0.0111	-0.0144	-0.0032
Si	-0.0006	-0.0022	0.0066
Si	0.0069	-0.0072	-0.0057
Si	-0.0018	0.0127	0.0106
Si	-0.0175	0.0138	0.0205
Si	0.0175	-0.0074	-0.0094
Si	0.0092	-0.005	0.0031
Si	-0.0067	0.0115	0.0031
Si	-0.0032	0.0049	-0.0108
Si	-0.003	0.0026	0.0015
Si	-0.0081	0.0053	0.0006
Si	-0.0021	0.0023	0.0015
Si	0.002	0.0007	0.0082
Si	-0.0047	-0.0015	-0.009
Si	0.1006	-0.0862	0.0207
Si	0.003	0.0813	-0.0561
Si	0.1017	-0.1414	-0.0428
Si	-0.0648	0.0446	0.0169
Si	-0.004	0.0355	-0.0731
Si	0.1591	-0.1123	0.0493
Si	-0.1287	-0.0237	0.0494
Si	0.0979	-0.0522	-0.0426
Si	0.015	-0.0272	0.1191
Si	-0.0847	0.0598	-0.1167
Si	-0.0607	0.0165	0.047
Si	0.0706	-0.0188	0.0207
Si	-0.0486	0.1867	-0.1587
Si	0.0432	-0.0698	0.1086
Si	0.0704	-0.0786	-0.0143
Si	-0.0458	0.0562	0.0398
Si	0.0043	-0.004	-0.0032
Si	-0.001	0.0034	0.0029
Si	-0.0087	0.002	-0.002
Si	0.0034	-0.0042	-0.0014
Si	-0.0025	0.0042	0.0033
Si	0.0007	-0.0029	-0.0038
Si	0.0069	-0.0038	-0.001
Si	-0.0063	0.0049	0.0005
Si	0.0049	0.0108	0.0064
Si	-0.0078	0.0002	-0.0098
Si	-0.0062	-0.0127	0.0113
Si	0.0052	0.0101	-0.0062
Si	-0.0057	0.0005	-0.0019
Si	0.0028	0.0046	0.0003
Si	-0.008	0.0013	-0.0072
Si	0.0005	-0.0069	0.0069
Si	-0.0001	0.0019	-0.005
Si	-0.0012	-0.0006	0.0091
Si	0	0.0015	0.0001
Si	-0.0018	-0.0016	0.0011
Si	0.0016	0.003	0.0025
Si	-0.0006	0.0015	-0.0027
Si	0.0008	0.0029	0.0074
Si	-0.0024	-0.0019	-0.0006
Si	-0.0015	0.0053	-0.0045
Si	-0.0017	-0.0017	-0.0012
Si	0.0011	-0.002	-0.0047
Si	-0.0021	0.0011	0.0007
Si	-0.0011	0.0022	-0.001
Si	-0.0006	0.0007	-0.002
Si	-0.0011	-0.0004	0.0004
Si	-0.0011	0	-0.0031
Si	0.0003	-0.0009	-0.0045
Si	-0.0014	0.0024	0.0033
Si	-0.0018	0.0006	-0.0006
Si	-0.0001	0.0013	-0.0016
Si	-0.0001	-0.0016	0.0008
Si	-0.0002	0.0005	-0.0022
Si	-0.0012	-0.0016	-0.0031
Si	0.0002	0.0001	0.0013
O	-0.0012	0.0013	-0.0012
O	0.0001	-0.0027	0.0016
O	0.0057	-0.0049	-0.0116
O	0.0179	-0.0153	0.0343
O	0.0005	-0.0001	-0.0002
O	0.0004	-0.0003	0.0003
O	0.0218	-0.0033	-0.0031
O	0.0074	-0.0129	-0.0001
O	-0.0035	0.0022	0.0022
O	-0.0009	0.0043	0.0031
O	0.0008	-0.0001	0.0024
O	-0.002	-0.0006	0.0019
O	-0.0009	-0.0006	0.0011
O	-0.0008	0.0006	0.0023
O	0.0011	0	0.0012
O	-0.0017	0.0007	0.0015
O	0.0086	-0.0017	-0.0126
O	0.0012	-0.001	-0.0032
O	-0.0046	-0.0025	-0.0069
O	-0.015	0.0212	0.0384
O	-0.0038	0.0044	0.0049
O	0.0014	0.0017	0.0022
O	-0.0062	0.0028	-0.009
Si	0.0067	-0.0046	0.0028
Si	-0.001	0.0008	0.0027
Si	-0.0016	-0.0002	0.0023
B	0.0112	0.0015	-0.0082
Si	-0.003	0.0016	0
Si	-0.002	0.0011	0.0049
Si	-0.002	-0.0002	0.0015
Si	-0.0007	0.0022	0
Si	0	-0.0012	-0.0028
Si	-0.0023	0.0023	0.003
Si	-0.0012	0.0017	0.0031
Si	-0.0017	0.003	0.0026
Si	-0.0009	0	-0.0003
Si	0.0041	0.004	-0.0039
Si	-0.0016	0.0008	-0.001
Si	-0.0035	-0.0001	0.0013
Si	-0.0025	0.0004	0.0012
Si	-0.0053	-0.0146	-0.0046
Si	-0.0003	-0.0016	-0.0013
Si	-0.0007	-0.0004	0.002
Si	-0.0014	0.0022	0.0049
Si	-0.0024	0.0015	0.0018
Si	-0.0059	-0.0015	0.0034
Si	-0.0001	-0.0005	-0.0025
Si	-0.0023	0.001	0.0001
Si	-0.0017	0.0019	0.0069
Si	-0.0009	0.0005	0.0027
Si	-0.0008	0.0003	0.0005
Si	-0.0006	0.0015	0.0009
Si	-0.0031	0.002	0.003
Si	-0.0015	0.0021	0.004
Si	-0.0015	0.0011	0.0018
Si	-0.0017	0.0001	0.0008
Si	-0.0023	0.0008	0.0025
Si	-0.0017	0.0006	0.002
Si	-0.0064	-0.0144	0.0132
Si	-0.0033	0.0014	0.0056
O	-0.0019	-0.0005	-0.0003
O	0.0005	0.0011	-0.0025
O	-0.0028	0.0001	0.0002
O	-0.0023	0.0002	0
O	-0.0015	0.0004	-0.0016
O	-0.0005	0.0003	-0.0006
O	0.0004	0.0005	-0.0018
O	-0.0027	0.0003	-0.0012
O	-0.0052	0.001	0
O	-0.0012	0.0007	-0.0021
O	-0.0018	-0.0002	-0.0005
O	-0.0019	0.0018	-0.0009
O	-0.002	0.0009	0
O	-0.0021	-0.0013	0.0023
O	-0.0022	0.0003	-0.0011
O	0.0004	0.0004	-0.0023
O	-0.0022	0.0005	-0.0026
O	-0.0003	0.0002	-0.0031
O	-0.0009	0.0001	-0.0014
O	-0.0029	-0.0003	-0.0011
O	-0.0015	0.0016	-0.0003
O	-0.0005	0.0005	-0.0019
O	-0.0009	0.0012	0.0021
O	-0.0017	-0.0003	-0.0007
O	0.0019	0.0116	-0.0078
O	-0.0008	0.0012	-0.0018
O	0.0001	-0.0016	-0.002
O	-0.001	-0.0005	-0.0014
O	-0.0008	0.0014	-0.0007
O	0.0009	0.0011	-0.0017
O	-0.002	0.0004	0.0003
O	0.0019	0.001	0.0005
O	-0.0002	0.0013	-0.0003
O	-0.001	0.0014	0.0001
O	-0.0014	0.0006	-0.0009
O	0.0007	0.0013	-0.0028
O	-0.0021	0.0006	-0.0002
O	-0.0018	0.001	-0.002
O	-0.0021	0.0008	-0.0001
O	-0.0008	0.0006	-0.0008
O	-0.0021	0.0009	0
O	-0.0027	0.0018	0.0001
O	-0.001	0.0002	-0.0004
O	-0.0011	-0.0001	-0.0015
O	-0.0007	0.0008	-0.0018
O	-0.0011	0.0009	-0.0018
O	-0.001	0.0003	-0.0013
O	-0.0024	0.0004	-0.0012
O	-0.0017	0.0012	-0.0009
O	-0.0007	0.0007	-0.0002
O	0.0043	0.0074	-0.0145
O	-0.0007	-0.0001	0.001
O	-0.0012	0.0011	-0.0012
O	-0.0006	0.001	-0.0018
O	-0.0004	0.0015	0.0003
O	-0.0047	0.0001	-0.0116
O	-0.0009	0.0005	-0.0007
O	-0.0019	0.0004	-0.0006
O	-0.0007	0.0002	-0.0022
O	-0.0007	0.001	-0.0014
O	-0.0046	-0.0066	0.0149
O	-0.0007	0.0003	-0.0003
O	-0.0032	-0.0019	-0.0067
O	0.0001	-0.0013	0.0015
O	-0.0009	0.0018	0.0005
O	-0.0015	-0.0002	-0.0014

The program warned: the cutoff lies below the one the program advises for these potential files; the exchange-correlation potential is rough where the density is thin.
